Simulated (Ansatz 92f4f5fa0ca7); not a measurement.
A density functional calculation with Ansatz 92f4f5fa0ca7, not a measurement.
Periodic cell of 189 atoms, Si117O72, from a study of silicon, its oxide and their interface. The atomic structure is a simulated model.

Settings: functional PBE; potential files Ansatz PAW; basis plane waves; wave-function cutoff 700 eV; density cutoff ratio 5; exchange-correlation grid ratio 2; k mesh 2 x 2 x 1, shifted by 0.5 0.5 0.5 of a step; self-consistency stop 5e-08 eV per atom in the density residual; occupations Fermi-Dirac, 0.05 eV; spin none; net charge 0.

Cell vectors (angstrom)
a	11.5983	0	0
b	0	11.5983	0
c	-1.6365	-6.6885	24.845

Atoms and the computed forces on them: element, x, y, z (angstrom), force x, y, z (eV/angstrom)
Si	11.3725	10.8677	-0.5756	-0.0559	0.1445	-0.1484
Si	11.5441	2.2927	0.2379	-0.0056	0.1413	-0.3539
Si	11.4029	5.2973	-0.3822	0.1326	-0.3928	-0.3745
Si	3.5667	10.8183	-0.3181	0.0325	0.081	-0.0839
Si	3.729	2.33	0.2845	-0.0526	0.0905	-0.6278
Si	3.7538	5.3885	-0.0498	0.0198	-0.3444	-0.3011
Si	7.7069	10.4219	-0.1319	0.0184	0.079	-0.1424
Si	7.8077	1.9424	-0.2444	0.0809	-0.2314	-0.2477
Si	7.3849	5.8281	-0.7602	0.0957	0.2914	0.1736
Si	1.6636	10.1201	0.8889	-0.0049	0.1073	-0.1578
Si	1.8323	2.2947	1.559	-0.17	0.1107	-0.074
Si	1.7132	5.9441	1.002	-0.1014	-0.0785	-0.231
Si	5.6022	10.0422	0.9618	-0.0544	0.1345	-0.1642
Si	5.8443	2.2325	1.2151	0.2015	-0.0084	-0.3757
Si	5.7304	5.8331	1.0787	0.0817	-0.0969	-0.1912
Si	9.6587	10.1129	1.0911	-0.0438	0.1349	-0.3373
Si	9.5162	2.2321	1.3498	0.0006	-0.0778	-0.3089
Si	9.407	5.9624	0.7765	0.0277	-0.0887	-0.1807
Si	1.7701	0.2424	2.5912	-0.041	-0.1861	0.1736
Si	1.7581	4.284	2.6735	-0.0372	0.0927	0.1791
Si	1.7485	8.0259	2.2128	0.0291	0.0375	-0.0523
Si	5.7147	0.274	2.5235	0.1085	-0.2039	0.0596
Si	5.7667	4.0966	2.6041	-0.0405	0.0596	0.1471
Si	5.6441	7.9568	2.2676	0.1238	0.159	-0.1518
Si	9.5585	0.295	2.6323	0.0208	-0.0352	0.1703
Si	9.4383	4.2461	2.4741	-0.0438	0.1744	0.0693
Si	9.5738	7.9726	2.2273	-0.0675	-0.0461	-0.0961
Si	-0.1252	0.3198	3.9805	-0.0095	-0.109	-0.0719
Si	11.3654	4.2014	3.8755	0.0748	0.1186	-0.0308
Si	-0.1328	7.975	3.7045	0.046	-0.0006	-0.041
Si	3.7554	0.2917	3.8908	-0.0376	-0.0797	-0.0804
Si	3.7685	4.1745	3.8832	-0.0298	0.0801	-0.0118
Si	3.702	7.9834	3.6672	-0.0095	-0.0233	-0.0302
Si	7.6128	0.2745	3.954	-0.0479	-0.0622	-0.0787
Si	7.6411	4.1654	3.9646	-0.0341	0.0518	-0.06
Si	7.6154	8	3.6778	-0.0833	-0.0042	-0.0762
Si	11.4623	9.8879	5.1508	-0.0699	0.0604	-0.0476
Si	11.456	2.3019	5.2677	-0.0329	0.0226	0.0648
Si	11.447	6.0966	5.2185	-0.0526	-0.0722	-0.0035
Si	3.7354	9.8813	5.1238	0.0956	-0.0224	-0.0746
Si	3.7366	2.2676	5.2476	-0.0497	0.0152	0.0135
Si	3.7352	6.1041	5.1938	0.0262	-0.0181	0.0079
Si	7.619	9.8702	5.1735	0.005	0.0583	-0.0645
Si	7.6303	2.2441	5.302	0.0371	0.0473	0.0353
Si	7.6093	6.1228	5.2243	0.0282	-0.082	-0.0386
Si	1.803	9.9103	6.4973	0.0129	-0.0119	-0.0622
Si	1.8011	2.3102	6.6168	-0.0128	0.0001	0.0464
Si	1.7959	6.03	6.5777	0.013	-0.0084	-0.0429
Si	5.6591	9.9116	6.4953	-0.0503	-0.0691	-0.0781
Si	5.6672	2.2889	6.6222	-0.0047	-0.0351	0.0042
Si	5.6614	6.0515	6.58	-0.0246	0.1299	0.0017
Si	9.5568	9.8752	6.5362	0.0503	-0.0487	-0.0345
Si	9.5593	2.2879	6.668	0.0084	-0.0627	0.0345
Si	9.5363	6.05	6.6172	0.0297	0.1353	0.0322
Si	1.861	0.2937	7.8176	-0.0836	0.0925	0.0403
Si	1.8056	4.1748	8.1316	0	-0.0182	0.0787
Si	1.7226	7.9833	7.8471	0.0566	-0.0827	0.0065
Si	5.6435	0.282	7.8289	0.0259	0.143	0.0444
Si	5.652	4.1732	8.1075	0.0202	-0.0244	0.0485
Si	5.6665	8.0021	7.8445	0.0351	-0.0442	0.059
Si	9.5798	0.2556	7.8242	0.0042	0.1073	0.0239
Si	9.5619	4.1833	8.1518	0.0253	-0.0391	0.0366
Si	9.5587	7.9696	7.9341	-0.0544	-0.1674	0.0759
Si	11.5332	0.2687	9.1408	-0.0031	-0.0028	-0.2295
Si	11.5043	4.1981	9.6338	-0.0273	-0.0038	0.1013
Si	11.4715	7.8912	9.3272	-0.0412	-0.1601	-0.0473
Si	3.7502	0.3921	9.2534	0.0619	0.1908	-0.0867
Si	3.7302	4.1392	9.5852	0.0025	-0.0029	0.1291
Si	3.684	8.0059	9.0777	-0.0197	-0.0231	-0.2886
Si	7.612	0.2708	9.1014	0.0125	0.0059	-0.3469
Si	7.5951	4.1608	9.5311	0.0048	0.0306	0.0953
Si	7.5864	7.9566	9.2033	0.0181	-0.0903	-0.2548
Si	11.4696	9.9274	10.4118	0.1938	0.1829	0.2302
Si	11.5887	2.0095	10.71	0.0231	-0.0495	0.1657
Si	11.4771	6.2336	11.1245	0.0195	0.1999	0.1237
Si	3.7059	9.9457	10.3119	-0.1625	-0.1552	0.1213
Si	3.7941	2.0882	11.0429	-0.0557	-0.1328	-0.0208
Si	3.6678	6.312	10.6478	-0.0298	-0.0239	0.1305
Si	7.6165	9.944	10.3751	-0.0561	0.0102	0.1756
Si	7.6258	1.9983	10.6583	-0.0344	0.0194	0.1273
Si	7.5837	6.2459	10.8197	-0.1326	0.074	0.1244
Si	1.8268	9.9528	11.6777	-0.0833	0.0148	0.4178
Si	1.7721	1.4175	12.2669	-0.1091	-0.1906	0.3915
Si	1.9885	6.9178	12.2587	0.1443	0.1472	0.2816
Si	5.6274	9.8386	11.5596	0.0903	-0.0577	0.7052
Si	5.8639	1.3011	12.1348	0.1679	-0.2967	0.3751
Si	5.5435	6.7921	11.9618	0.0196	0.3039	0.4738
Si	9.5344	10.051	11.6813	-0.069	0.0205	0.6527
Si	9.6078	1.5581	11.8817	0.0523	-0.3034	0.2577
Si	9.3748	6.9582	12.2619	-0.1141	0.183	0.222
Si	0.9768	2.1888	15.3128	0.0944	-0.087	0.4881
Si	1.3644	-11.7091	22.2588	0.0311	-0.0222	-0.2891
Si	5.9178	0.3225	19.9754	-0.1024	-0.0358	-0.3543
Si	6.982	7.2538	19.0826	-0.0345	-0.0887	-0.1954
Si	8.4752	5.7172	15.1588	-0.0515	0.1129	0.4002
Si	10.9844	-2.2369	18.5525	0.1524	-0.0271	-0.0237
Si	3.3562	3.7956	16.5217	0.0973	0.0302	0.3514
Si	2.9323	-0.438	19.7783	0.0898	-0.1652	-0.3415
Si	7.4648	9.8392	15.9408	0.0428	-0.0799	0.309
Si	7.2813	1.0036	14.8788	-0.1474	-0.1641	0.4572
Si	5.9399	2.2993	17.4576	-0.0499	0.093	0.1586
Si	-1.4029	0.4416	22.076	0.0949	-0.0234	-0.3498
Si	5.943	8.4107	21.9384	-0.0372	-0.2449	-0.4041
Si	3.0178	3.8823	21.9063	-0.0407	0.2471	-0.6709
Si	3.9835	5.944	14.4338	0.0443	-0.0043	0.3322
Si	9.0101	3.0206	21.3877	-0.0252	-0.1092	-0.4004
Si	5.8669	7.277	16.2829	0.0539	0.1808	0.284
Si	5.4125	1.8595	22.6161	0.1222	-0.0656	-0.3443
Si	12.6014	0.3656	17.6831	-0.0106	-0.1052	0.1295
Si	8.3561	-0.5393	18.6523	0.0204	-0.0105	-0.1136
Si	6.7648	4.223	19.4908	-0.118	0.0829	-0.2908
Si	15.2506	4.8193	19.3529	0.017	0.0942	-0.1863
Si	9.3286	7.7716	16.9708	0.022	0.1009	0.0766
Si	9.5913	2.8314	14.6604	-0.0652	-0.0737	0.2949
Si	10.3562	1.4352	19.366	-0.0257	0.1143	-0.3171
Si	1.2695	-2.6992	20.803	0.0968	-0.1329	-0.3305
Si	3.3303	-4.7692	21.3422	-0.2394	-0.0739	-0.6239
O	11.5354	3.656	-0.7223	-0.1447	0.3486	0.4795
O	11.5718	12.5108	-0.6647	-0.0648	-0.3187	0.0876
O	11.9217	-1.095	17.8893	0.0097	0.0571	-0.0182
O	0.8211	-13.23	21.9492	-0.0439	0.1851	0.0939
O	10.0966	2.8635	20.1315	-0.0984	0.0066	0.2265
O	3.479	12.4828	-0.5278	0.2123	-0.2459	0.224
O	6.8928	3.5445	17.987	-0.0019	-0.0042	0.0679
O	8.8877	6.2636	13.6836	0.1789	0.1551	-0.2813
O	3.4333	10.2729	-1.9043	-0.0488	-0.0002	0.4982
O	5.1839	0.6416	23.6784	0.0086	-0.0299	-0.0694
O	3.7053	3.7759	-0.6037	0.0573	0.2094	0.5158
O	8.0866	9.5701	-1.5179	-0.118	0.0792	0.3272
O	6.0697	1.2069	21.3033	-0.1018	0.0992	0.1789
O	4.0939	2.7099	22.2121	0.0489	-0.1022	0.1542
O	-1.0378	0.2455	20.4844	-0.0327	-0.0931	0.348
O	11.0719	2.8273	15.3394	-0.0638	0.0092	-0.1822
O	1.8856	8.5654	12.6184	-0.0462	-0.3638	-0.3837
O	1.8233	-0.2385	12.5897	0.0359	0.3653	-0.334
O	5.5516	11.2704	12.4223	0.0965	0.3322	-0.3001
O	1.5283	2.0798	13.7831	0.143	-0.1368	-0.5816
O	1.8322	-4.1029	21.4098	0.0823	0.005	0.2038
O	8.8061	8.895	15.8795	-0.029	0.0277	-0.1039
O	5.1885	5.891	13.3253	0.2174	0.1468	-0.2631
O	3.8838	4.4921	15.1569	0.017	0.0133	-0.2215
O	7.3253	5.7401	19.5643	-0.0087	-0.0276	0.0535
O	6.5097	1.7156	13.6238	-0.184	0.041	-0.4146
O	6.5399	1.5244	16.206	0.1111	-0.0934	-0.2643
O	-2.6101	1.5395	22.112	0.0353	-0.018	0.1733
O	9.564	-0.0534	12.5136	-0.0102	0.3667	-0.6242
O	0.0872	-10.7622	22.6825	-0.0362	0.0633	0.1281
O	9.4721	8.6224	12.5979	0.0371	-0.3379	-0.3656
O	4.4308	2.6919	17.0109	-0.0434	0.0411	-0.0962
O	9.7053	2.7675	13.034	0.0078	-0.1815	-0.1915
O	6.1979	8.8268	15.8929	-0.0326	-0.0399	-0.1028
O	11.6886	1.511	18.4378	-0.0428	-0.0165	0.0558
O	7.2723	-0.5824	19.8727	-0.0432	0.0656	0.1154
O	2.4195	-1.9868	19.8681	-0.0506	0.0303	0.1674
O	3.5824	-5.2042	19.7787	0.0219	0.0513	0.2826
O	7.295	-0.636	14.7786	0.0169	0.0776	-0.1997
O	7.6057	3.4404	20.6538	0.1534	-0.0195	0.2519
O	3.2179	4.8186	17.7902	0.0355	-0.1098	-0.0322
O	8.2946	7.7489	18.2498	0.0325	-0.0141	-0.0093
O	2.5034	0.2598	18.3535	-0.0839	0.0248	0.0502
O	2.5466	6.2802	13.712	-0.2178	0.1234	-0.3202
O	5.7913	7.1813	17.9349	0.0739	0.039	-0.0576
O	5.8129	1.2825	18.6923	-0.001	-0.0319	0.1167
O	6.608	7.5128	23.1268	-0.041	-0.0406	0.5082
O	8.8313	1.4572	15.0732	0.0471	0.0561	-0.0973
O	4.4017	6.9787	15.643	-0.1269	-0.1248	-0.3462
O	3.522	-6.1602	22.1948	0.1524	-0.0361	0.2079
O	1.8991	3.1776	16.217	-0.1068	-0.0618	-0.2043
O	7.5021	-0.9207	17.3351	0.0155	-0.0471	-0.0899
O	14.2379	3.9057	20.2929	0.062	-0.0873	0.3789
O	1.0477	0.7365	16.0972	-0.0261	0.1678	-0.246
O	7.6435	0.3708	-0.7074	0.0176	-0.0727	0.392
O	5.6063	8.4201	12.4877	0.033	-0.2525	-0.6151
O	9.0345	0.9576	18.4985	0.0976	0.0061	0.0896
O	2.3641	-11.8445	23.5227	-0.0173	-0.1512	0.2405
O	6.642	8.1522	20.436	-0.1598	0.0995	0.443
O	-1.9433	-0.8382	22.894	-0.0045	0.0409	0.3818
O	5.1436	4.2323	19.7291	0.0032	-0.0283	0.0919
O	6.9789	6.2103	15.6705	0.1248	-0.0686	-0.2379
O	4.5412	-0.5464	19.967	0.0228	0.0322	0.1257
O	7.5942	5.0266	-2.2535	-0.1221	0.2209	0.5904
O	4.3785	7.9674	21.809	0.058	0.0755	0.1331
O	2.2167	-11.1587	20.9716	-0.1318	0.0053	0.253
O	9.4997	3.9719	22.6096	0.106	0.0224	0.595
O	8.6834	4.1017	15.1499	0.0362	-0.0573	-0.1683
O	11.576	-2.9804	19.8662	0.0924	0.063	0.1274
O	10.8178	8.1802	17.449	-0.1221	0.0531	0.0251
O	9.504	6.3168	16.2768	-0.0811	-0.0416	-0.1581
O	9.5304	-1.6165	18.9066	-0.081	-0.0089	0.0257

Results
free energy: -115333.204 eV
free energy less fixed offsets of O -569.03, Si -635.61 eV per atom: 3.326 eV
pressure: -0.27 GPa
stress xx, yy, zz, yz, xz, xy (GPa, positive in tension): -0.49, 0.8, 0.49, -0.08, 0.1, -0.6

The program warned: the cutoff lies below the one the program advises for these potential files.
